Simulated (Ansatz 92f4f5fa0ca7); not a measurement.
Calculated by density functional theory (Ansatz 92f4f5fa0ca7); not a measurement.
Periodic cell of 192 atoms, Si128O64, from a study of silicon, its oxide and their interface. The atomic structure is a simulated model.
This geometry differs little from another in the collection (a relaxation step or a small displacement).

Settings
functional: r2SCAN
potential files: Ansatz PAW
basis: plane waves
wave-function cutoff: 800 eV
density cutoff ratio: 5
exchange-correlation grid ratio: 1
k mesh: 1 x 1 x 1, shifted by 0.5 0.5 0 of a step
self-consistency stop: 1e-10 eV per atom in the density residual
occupations: fixed
spin: none
net charge: 0

Cell vectors (angstrom)
a 10.888 0 0
b 0 10.888 0
c 0 0 28.5667

Atoms: element, x, y, z (angstrom)
Si 0.2224 -0.0615 -0.0767
Si 2.7466 2.6964 0.4484
Si 0.6658 5.0041 -0.0568
Si 2.3665 8.4689 -0.0649
Si 4.8999 0.5163 0.1074
Si 7.8346 2.834 0.1636
Si 5.6194 4.9799 0.2162
Si 8.5938 8.364 -0.5315
Si 1.3013 1.2865 1.5144
Si 4.1251 4.0237 1.6935
Si 1.4176 6.7817 1.3289
Si 3.9534 9.5966 1.3015
Si 6.6173 1.4018 1.5023
Si 9.6073 4.0716 1.1665
Si 6.7685 6.6215 1.3829
Si 9.5869 9.5752 1.2168
Si -0.0794 2.7262 2.7151
Si 2.6773 -0.0563 2.8379
Si -0.0344 8.123 2.6471
Si 2.7599 5.5323 2.8147
Si 5.435 2.6803 3.0216
Si 8.1196 -0.0315 2.6228
Si 5.415 8.1751 2.6002
Si 8.257 5.3852 2.7048
Si 1.3381 4.0959 4.0624
Si 4.0242 1.3008 4.226
Si 1.3073 9.4512 4.1
Si 4.1307 6.8682 4.1168
Si 6.8837 4.0883 4.1617
Si 9.4646 1.3368 4.0495
Si 6.7856 9.4975 4.0135
Si 9.528 6.7965 4.0718
Si -0.0364 -0.0162 5.4153
Si 2.6744 2.7379 5.4775
Si 0.0015 5.4466 5.4462
Si 2.7194 8.1666 5.4744
Si 5.4563 -0.0524 5.4686
Si 8.1837 2.6897 5.4937
Si 5.4847 5.4761 5.4565
Si 8.1486 8.1582 5.4122
Si 1.3204 1.3508 6.8006
Si 4.0914 4.0984 6.7927
Si 1.3685 6.7919 6.8117
Si 4.0771 9.5206 6.8338
Si 6.799 1.3374 6.8196
Si 9.5429 4.0776 6.8193
Si 6.8208 6.8234 6.8233
Si 9.5064 9.5223 6.7917
Si -0.0005 2.7144 8.1762
Si 2.7103 0.0152 8.1639
Si 0.0002 8.163 8.1531
Si 2.7381 5.4548 8.1633
Si 5.4423 2.72 8.1551
Si 8.1707 0 8.1733
Si 5.4546 8.1768 8.1747
Si 8.172 5.4447 8.1689
Si 1.3735 4.085 9.4993
Si 4.0747 1.3767 9.5206
Si 1.3611 9.526 9.5205
Si 4.1025 6.8181 9.5155
Si 6.8105 4.0742 9.5202
Si 9.5235 1.3675 9.5364
Si 6.8078 9.5448 9.5288
Si 9.529 6.8104 9.5252
Si -0.0102 -0.0083 10.8825
Si 2.7304 2.7574 10.8703
Si 0.0043 5.4258 10.859
Si 2.7633 8.1891 10.8765
Si 5.4568 0.0307 10.8798
Si 8.1838 2.7413 10.906
Si 5.4457 5.4446 10.861
Si 8.1658 8.1848 10.8814
Si 1.3613 1.3878 12.1849
Si 4.0779 4.125 12.2398
Si 1.3893 6.7873 12.1607
Si 4.1384 9.5469 12.2576
Si 6.7994 1.3995 12.2505
Si 9.5551 4.0934 12.285
Si 6.8157 6.7901 12.2059
Si 9.5002 9.5454 12.2726
Si 0.0104 2.6598 13.6218
Si 2.7532 0.086 13.5283
Si 0.052 8.1298 13.5024
Si 2.6863 5.4627 13.5964
Si 5.4709 2.8111 13.5886
Si 8.11 0.0341 13.6522
Si 5.4891 8.1216 13.5976
Si 8.2024 5.5198 13.61
Si 1.3224 4.0695 14.9609
Si 4.026 1.51 14.9091
Si 1.3516 9.5951 14.7664
Si 4.0202 6.861 14.9472
Si 6.8632 4.1672 14.9771
Si 9.5138 1.3417 15.0468
Si 6.9232 9.3796 15.0087
Si 9.6117 6.8605 14.9789
Si -0.3115 -0.451 16.172
Si 2.977 3.0618 16.2881
Si -0.2548 5.1798 16.2486
Si 2.7759 8.4527 16.1839
Si 5.3816 -0.6925 16.5451
Si 8.3865 2.9782 16.3284
Si 5.2533 5.3426 16.2324
Si 8.8396 8.6875 16.2446
Si 6.321 0.0288 23.9139
Si -1.1377 1.2834 26.8466
Si 22.0059 32.3598 19.2181
Si -26.4732 -1.3669 26.6008
Si -4.019 -8.5712 19.0481
Si 8.7209 19.8385 19.3508
Si -11.2311 13.4549 22.6029
Si -3.303 28.3793 22.7167
Si -37.2609 43.1058 19.5474
Si -4.2554 13.8748 24.1071
Si -13.7807 36.4044 21.461
Si -12.2393 14.6063 25.1685
Si -1.5327 10.8694 23.9941
Si 12.4596 6.663 18.2717
Si -17.3434 16.6622 18.95
Si -39.7049 13.7409 19.1043
Si -0.5411 28.2469 26.1216
Si -16.8393 18.1205 21.6605
Si -33.1955 7.9567 23.4955
Si -10.6005 29.7151 20.6
Si -6.7182 10.1492 21.6978
Si 5.2475 27.4171 24.1081
Si -17.4092 17.8664 26.7225
Si 12.8882 1.3427 21.0853
O -16.287 8.114 -1.6327
O -14.4333 25.3201 -8.5734
O -5.8853 -10.112 -12.5609
O -4.804 9.7687 -3.5477
O 8.8825 18.3033 -5.4122
O -3.1787 9.3974 -1.4259
O 1.7665 36.4604 -0.3376
O -1.3878 24.8852 -7.0918
O 4.1895 4.3417 -8.94
O -34.2069 0.3671 -2.9991
O -13.9249 32.4943 -5.1536
O -14.748 13.8865 -6.0342
O 2.9752 29.4597 -1.3862
O 11.3443 5.7217 -10.9594
O 0.0631 18.0655 -3.7777
O 8.0073 14.1377 -3.6437
O -6.323 16.8863 22.6644
O 4.3544 -4.464 25.2043
O -9.5989 -1.2631 27.9727
O -23.1494 10.3771 19.3767
O -6.8895 31.1379 16.8004
O 11.4524 -5.1391 27.0515
O -12.3838 5.2478 25.6595
O -2.3007 30.1425 17.8452
O -9.993 9.3114 19.9812
O -0.8149 1.1267 23.1369
O 7.7402 2.3513 17.6878
O 8.032 -16.4607 21.8369
O 0.8793 22.7274 19.9763
O 6.7323 25.7044 28.1274
O -16.4779 13.1937 18.648
O 11.3412 10.7311 17.6216
O -17.5893 15.025 16.4375
O -6.8595 -13.2274 21.9662
O -17.0498 6.8402 20.11
O -5.41 10.7888 27.2863
O -12.1902 18.4808 27.0017
O -27.4287 32.5189 22.7489
O 2.7391 21.825 21.7823
O -14.7199 11.8304 19.8863
O 6.1158 12.404 24.5187
O 5.5835 -15.9547 17.7884
O 1.1854 13.2295 22.0892
O 7.649 7.2529 28.7138
O -4.3656 29.2927 21.8989
O -31.5302 17.6954 19.8227
O 10.2685 13.6232 26.2563
O -0.6703 20.4142 23.8168
O -15.6506 10.3549 17.9547
O -21.3413 29.5445 22.2
O -23.0795 -13.8822 20.2307
O -29.8874 2.6644 17.8792
O -22.2181 68.9699 23.8211
O 12.6177 29.7993 17.3934
O -1.3809 14.9899 16.7612
O -2.4978 34.3861 27.6441
O 3.0441 6.0531 18.1835
O -3.6217 20.1141 19.9778
O -14.9863 6.172 24.0701
O 4.7322 5.683 27.6093
O 4.836 10.3343 20.2294
O -18.5564 13.0053 20.3836
O -28.8643 12.5625 28.2098
O -27.2421 4.0463 24.3866

Results
free energy: -118374.295 eV
free energy less fixed offsets of O -570.45, Si -639.56 eV per atom: -1.815 eV

Forces (eV/angstrom), in the order of the atoms: element, x, y, z
Si 0.0079 -0.0029 -0.0039
Si 0.0006 -0.0009 -0.0086
Si 0 0.0019 -0.0123
Si -0.0028 0.0002 -0.0092
Si 0.0012 -0.0015 -0.0086
Si 0.0037 -0.0017 -0.0136
Si -0.004 -0.0038 -0.0138
Si 0.0029 -0.0035 -0.0205
Si 0.0014 0.0005 0.0023
Si -0.0039 -0.0018 -0.0025
Si -0.0014 -0.0024 0.0044
Si 0.0003 0.0032 -0.006
Si -0.0006 -0.0027 -0.0012
Si -0.0015 -0.0023 -0.002
Si 0.0091 0.0113 -0.0093
Si 0.0034 0.0018 0.0026
Si 0.003 0.0009 -0.0023
Si 0.0002 -0.0022 -0.0026
Si -0.0034 -0.0032 -0.0061
Si -0.0047 0.0028 -0.0018
Si 0.0004 -0.0049 -0.0016
Si 0.0003 -0.0031 -0.0056
Si 0.0027 0.0007 0.0007
Si 0.0008 0.002 -0.0004
Si 0 -0.0011 -0.0013
Si -0.0007 -0.0006 0.0011
Si -0.0013 -0.0008 0.0039
Si -0.0024 0 0.0037
Si 0.0006 0.0001 -0.0016
Si -0.0006 -0.0008 -0.0017
Si -0.0018 0.0012 0.0036
Si 0.0002 0.0004 0.0011
Si -0.0003 -0.001 0.0018
Si -0.0025 -0.0002 -0.0013
Si -0.0003 -0.0019 0.0007
Si 0.0009 -0.0005 -0.0006
Si -0.0002 -0.003 0.0002
Si 0.0007 -0.0007 -0.0004
Si 0.0006 0.0014 0.0025
Si 0.0001 0.0008 0.0002
Si -0.0003 0.0003 -0.0008
Si 0.0003 0.0009 -0.0002
Si -0.0002 0.001 -0.0011
Si 0.0004 -0.0006 -0.0004
Si 0.0016 -0.0008 -0.0007
Si 0 -0.0004 -0.0006
Si -0.0011 -0.0009 -0.0016
Si 0.0009 -0.0003 -0.0001
Si 0.0015 -0.0009 -0.0001
Si -0.0008 -0.0001 0.0007
Si 0.0005 -0.0013 0
Si 0.0001 -0.0015 0.0005
Si -0.0003 -0.0003 0.0003
Si -0.0006 0.0006 0.0002
Si 0.0005 -0.0011 0.0001
Si -0.0002 0.0004 -0.0001
Si 0.0004 0.0007 0.0013
Si 0.0008 0.0002 0.0009
Si 0 0.0005 0
Si 0.0001 -0.0001 0.0001
Si -0.0001 -0.0013 0.0007
Si 0.001 -0.0006 0.0005
Si 0.001 -0.0005 0.0005
Si -0.0003 0.0001 -0.0006
Si -0.0005 -0.0009 0.0004
Si -0.0016 0.0011 0.0007
Si -0.0005 -0.0006 -0.0011
Si 0 0.0002 0.0007
Si -0.0011 -0.0009 0.0016
Si -0.0001 0.0019 0.0019
Si 0.0009 -0.0019 -0.0012
Si -0.0012 -0.0012 0.0011
Si -0.0001 0.001 -0.0022
Si -0.0017 -0.0007 0.0014
Si -0.0013 -0.0018 0.0004
Si 0.0007 0.0005 0.0005
Si 0.0009 0.0009 0.0008
Si 0.0004 -0.001 -0.0022
Si 0.0004 0.0016 0.0021
Si 0.0017 0.0017 -0.0018
Si -0.0014 -0.0021 -0.0007
Si 0.0023 -0.0012 0.0002
Si 0.0005 -0.001 -0.0039
Si -0.0003 0.0004 -0.0022
Si 0.0037 0.0007 0.0008
Si -0.0003 -0.0017 0.005
Si 0.0042 0.0021 0.0003
Si 0.0013 0.0012 -0.0035
Si 0.001 -0.0007 -0.0015
Si 0.003 -0.0052 0.0079
Si -0.0017 0.0014 -0.0002
Si 0.0013 -0.0001 -0.0032
Si -0.0002 0.0009 0.0035
Si -0.0005 0.0025 -0.0031
Si 0.0014 0.0011 0.0007
Si -0.0011 0.0007 0.007
Si 0.0034 0.001 0.015
Si 0.0063 0.0099 0.0175
Si 0.001 -0.0006 0.012
Si -0.0006 0.0019 0.0119
Si 0.0039 -0.0017 0.0183
Si -0.0023 -0.0032 0.0194
Si -0.0063 -0.0057 0.0185
Si -0.0006 -0.0044 0.0079
Si -0.0008 0.0029 -0.0061
Si 0.0021 0.0049 -0.0186
Si 0.0012 -0.0053 0.0167
Si 0.0017 -0.0044 -0.0287
Si -0.003 -0.0001 0.0188
Si 0.0055 -0.0002 0.0223
Si 0.0008 0.001 -0.0017
Si -0.0003 0.0002 -0.0011
Si -0.0017 0.0027 0.0371
Si 0 0.0013 -0.0062
Si 0.004 0.004 0.0101
Si -0.0043 0.0003 -0.0163
Si 0.0008 -0.0047 -0.0117
Si 0.005 -0.0083 0.0214
Si -0.0082 0.0001 0.0279
Si 0.0057 0.0004 0.02
Si -0.0066 -0.0014 -0.0175
Si 0.0004 0.0012 0.013
Si -0.003 0.0017 -0.0069
Si 0.0011 0.0012 0.0066
Si 0.0027 -0.0035 0.0068
Si 0.0044 -0.0004 -0.0101
Si 0.0024 0.0033 -0.0226
Si 0.0019 -0.0022 0.0137
O -0.0022 -0.0002 0.0074
O -0.0015 -0.0046 -0.0092
O -0.0039 0.0025 -0.0086
O -0.0005 -0.0046 0.0081
O 0.003 0.0006 -0.0044
O 0.0054 -0.0021 0.0048
O -0.0006 -0.0007 0.0071
O -0.0003 -0.0019 -0.0007
O -0.0011 0.0048 -0.0017
O 0.0035 0.005 0.0158
O 0.0023 -0.0002 0.0042
O 0.0018 -0.0017 0.001
O -0.0043 0.0035 0.0139
O -0.0016 -0.0018 -0.01
O 0.0029 -0.0009 0.0082
O 0.0062 -0.0004 0.0096
O 0.0023 0.0017 -0.0003
O -0.0028 0.0042 0.013
O 0.0038 -0.0032 -0.0039
O 0 0.0009 -0.0065
O -0.0037 -0.0026 -0.0103
O 0.0049 -0.0043 0.0097
O 0.0058 0.0056 0.0092
O 0.0022 0.0005 -0.0211
O -0.0013 0.0052 -0.0074
O -0.0026 -0.0028 -0.0004
O 0.0077 0.0015 -0.0181
O 0.0011 -0.0033 -0.0002
O -0.0028 -0.006 -0.0063
O -0.0008 0.0017 0.0116
O -0.0046 0.0042 -0.0025
O -0.0035 -0.001 -0.0252
O -0.0027 -0.0028 -0.0061
O 0.0044 0.001 -0.0035
O -0.0049 -0.01 -0.0165
O -0.0058 0.0099 0.0214
O -0.0044 0.002 0.0157
O 0.0003 -0.0027 -0.0012
O 0.0022 0.0009 -0.0016
O 0.0002 0.0022 -0.007
O 0.0013 -0.0022 0.0026
O 0.0019 -0.0028 -0.0131
O 0.0015 -0.003 -0.0026
O -0.0056 -0.0076 0.0161
O 0.0002 0.001 0
O -0.003 0.0014 -0.0069
O 0.0027 -0.0051 0.0123
O 0.0004 -0.0002 0.0041
O -0.0051 -0.0031 -0.0151
O -0.0001 0.0023 -0.0051
O -0.002 0.0027 -0.005
O -0.0002 -0.0031 -0.015
O -0.0005 0.0013 0.007
O 0.006 0.0026 -0.0169
O 0.0012 -0.0004 -0.0082
O -0.008 0.0065 0.0146
O -0.0015 0.011 -0.0063
O 0.0021 0.0007 -0.0079
O 0.0003 -0.0009 0.0047
O 0.0072 -0.0065 0.0175
O 0.0029 0.0006 -0.0065
O 0.004 0.0044 -0.0073
O -0.0004 0.0001 0.0102
O 0.0012 0.0001 0.0028

The program warned: the cutoff lies below the one the program advises for these potential files; the forces do not sum to zero within the program's tolerance; empty levels may hold ghost states of the PAW files; the exchange-correlation potential is rough where the density is thin.
